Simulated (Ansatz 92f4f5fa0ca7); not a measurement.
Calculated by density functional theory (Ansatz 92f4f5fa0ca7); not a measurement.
Periodic cell of 213 atoms, Si132O80H1, from a study of silicon, its oxide and their interface. The atomic structure is a simulated model.
Doubt: the cutoff is far below the 930 eV that the study's wrapper takes by default for these files, so forces and energies are approximate.
This geometry differs little from another in the collection (a relaxation step or a small displacement).

Settings
functional: PBE
potential files: Ansatz PAW
basis: plane waves
wave-function cutoff: 580 eV
density cutoff ratio: 5
exchange-correlation grid ratio: 1
k mesh: 1 x 1 x 1, Gamma-centred
self-consistency stop: 5e-08 eV per atom in the density residual
occupations: fixed
spin: none
net charge: +1 e, with a uniform compensating background and no finite-size correction

Cell vectors (angstrom)
a	10.938	0	0
b	0	10.938	0
c	0	0	31.6771

Atoms: element, x, y, z (angstrom)
Si	-0.5475	0.5984	24.1758
Si	6.1644	-0.5248	24.0667
Si	2.3478	3.2051	24.4875
Si	8.6511	2.4099	24.3812
Si	0.5286	4.8588	24.2632
Si	5.1637	5.718	24.3598
Si	3.3323	7.5153	24.2185
Si	7.7804	8.6231	24.3132
Si	1.318	1.3516	25.484
Si	6.8877	1.2898	25.4744
Si	4.0811	4.1452	25.7315
Si	9.702	4.0658	25.6349
Si	1.4438	6.7486	25.4568
Si	6.8386	6.8562	25.5707
Si	4.2186	9.4988	25.2682
Si	9.5787	9.6472	25.4488
Si	2.7785	-0.064	26.753
Si	8.2233	-0.0185	26.9229
Si	0.0599	2.6806	26.9819
Si	5.5062	2.6777	26.8718
Si	2.7016	5.4984	27.004
Si	8.2375	5.4624	26.8758
Si	0.0294	8.2022	26.7877
Si	5.4584	8.2259	26.8956
Si	4.1018	1.3673	28.2588
Si	9.5708	1.3673	28.2588
Si	1.3673	4.1018	28.2588
Si	6.8362	4.1018	28.2588
Si	4.1018	6.8362	28.2588
Si	9.5708	6.8362	28.2588
Si	1.3673	9.5708	28.2588
Si	6.8362	9.5708	28.2588
Si	0	0	29.6261
Si	5.469	0	29.6261
Si	2.7345	2.7345	29.6261
Si	8.2035	2.7345	29.6261
Si	0	5.469	29.6261
Si	5.469	5.469	29.6261
Si	2.7345	8.2035	29.6261
Si	8.2035	8.2035	29.6261
Si	1.3673	1.3673	30.9933
Si	6.8362	1.3673	30.9933
Si	4.1018	4.1018	30.9933
Si	9.5708	4.1018	30.9933
Si	1.3673	6.8362	30.9933
Si	6.8362	6.8362	30.9933
Si	4.1018	9.5708	30.9933
Si	9.5708	9.5708	30.9933
Si	2.7345	0	0.6835
Si	8.2035	0	0.6835
Si	0	2.7345	0.6835
Si	5.469	2.7345	0.6835
Si	2.7345	5.469	0.6835
Si	8.2035	5.469	0.6835
Si	0	8.2035	0.6835
Si	5.469	8.2035	0.6835
Si	4.1018	1.3673	2.0507
Si	9.5708	1.3673	2.0507
Si	1.3673	4.1018	2.0507
Si	6.8362	4.1018	2.0507
Si	4.1018	6.8362	2.0507
Si	9.5708	6.8362	2.0507
Si	1.3673	9.5708	2.0507
Si	6.8362	9.5708	2.0507
Si	0	0	3.418
Si	5.469	0	3.418
Si	2.7345	2.7345	3.418
Si	8.2035	2.7345	3.418
Si	0	5.469	3.418
Si	5.469	5.469	3.418
Si	2.7345	8.2035	3.418
Si	8.2035	8.2035	3.418
Si	1.4562	1.3219	4.7009
Si	6.8163	1.3742	4.8573
Si	4.0763	4.0944	4.7146
Si	9.4684	4.2251	4.8389
Si	1.314	6.8611	4.7953
Si	6.8538	6.8195	4.8354
Si	4.126	9.5347	4.8658
Si	9.4615	9.6519	4.7185
Si	2.7095	-0.039	6.2175
Si	8.1832	0.0284	6.273
Si	0.0152	2.7813	5.9047
Si	5.338	2.7244	6.1525
Si	2.7915	5.5447	6.1071
Si	8.1195	5.5198	6.4443
Si	-0.2127	8.2011	6.0203
Si	5.4885	8.1431	6.2615
Si	3.4829	1.8479	7.4241
Si	10.2786	0.8954	7.0648
Si	1.9207	3.5756	6.9087
Si	6.2556	4.3956	7.5109
Si	4.6142	6.2481	7.4596
Si	8.941	7.5811	7.5084
Si	0.795	9.9376	7.1775
Si	7.0866	9.2654	7.6023
O	0.7643	9.5475	8.8064
O	2.6487	4.2005	9.4734
O	10.6325	1.4897	8.6056
O	6.4216	9.6817	9.0941
O	3.4253	1.7536	9.0974
O	4.0798	6.4913	9.0228
O	6.3358	3.6603	9.0243
O	9.6125	7.7837	9.0416
O	3.1461	2.8406	23.0682
O	6.2513	10.7352	22.4083
O	8.1173	3.26	23.0619
O	0.0299	4.9648	22.6578
O	8.1591	8.188	22.7508
O	2.7101	7.6916	22.6732
O	5.8922	4.8148	23.1414
O	10.7932	11.1974	22.5878
Si	7.0816	0.1704	21.0311
Si	7.0817	2.3597	14.8047
Si	6.8621	2.426	9.9776
Si	3.2038	3.672	21.676
Si	-3.1384	7.2165	21.4923
Si	-0.5815	9.1209	9.6498
Si	10.0906	11.3986	21.1206
Si	4.0948	3.0381	14.8547
Si	4.8824	-6.2641	18.2589
Si	7.45	4.2821	12.4635
Si	-1.9534	7.8505	16.806
Si	5.8505	10.458	10.4361
Si	3.5135	-1.6847	12.1715
Si	7.3483	10.4889	13.2539
Si	16.1402	-3.8107	19.8272
Si	14.1282	0.2434	14.406
Si	7.1965	4.335	22.2698
Si	0.5924	4.8343	21.1217
Si	3.0302	2.8069	10.2884
Si	11.3846	1.0434	14.9561
Si	9.5746	1.0874	9.7733
Si	15.3871	15.5054	12.2466
Si	5.1308	8.9545	14.6233
Si	11.6143	8.0631	12.2531
Si	10.3103	5.2822	12.8526
Si	9.9023	9.4712	14.345
Si	5.7034	2.701	20.0717
Si	8.8799	9.1198	19.626
Si	2.7725	6.6969	21.3809
Si	9.4503	2.7408	16.6591
Si	11.3289	2.3335	12.0221
Si	-0.092	2.8133	19.2169
Si	2.9497	5.7719	9.9559
Si	-0.3666	-5.518	16.0738
Si	5.9561	-3.882	16.9733
Si	2.1274	3.9154	17.2474
O	19.133	1.794	9.2925
O	16.9519	5.0638	12.2942
O	9.4262	4.3587	16.5307
O	4.2307	-0.7363	15.1947
O	12.6536	3.6421	21.0347
O	1.3016	6.2849	20.7697
O	10.9968	3.8905	12.3536
O	-0.4406	4.2587	19.9802
O	-1.3461	-8.5543	18.2392
O	4.3792	9.8053	10.866
O	3.4908	5.2892	21.8944
O	10.9199	1.6004	20.3061
O	-4.1574	3.5844	20.8972
O	-2.8739	5.666	21.8957
O	13.7802	10.5209	12.9528
O	3.5135	5.6933	11.5011
O	8.5203	11.8132	21.4097
O	10.462	5.5381	14.4437
O	1.5506	6.5514	9.6824
O	4.2552	3.1984	11.3184
O	11.4883	12.4462	13.3983
O	8.9183	-0.8717	13.1885
O	11.1838	8.665	13.7077
O	7.0606	1.0624	13.8088
O	5.6238	2.8073	15.3912
O	7.3785	3.0664	11.3793
O	4.2275	2.8806	20.7293
O	14.9056	4.2837	13.7845
O	5.8309	12.0868	10.1299
O	-4.7021	7.4679	21.0409
O	10.7286	8.8662	11.1791
O	5.2142	-3.1624	15.7211
O	5.2826	5.518	19.5935
O	12.856	0.4989	15.3858
O	-2.1905	5.2832	12.3062
O	3.6742	7.4824	20.2696
O	11.1737	6.4798	12.1279
O	8.8168	-3.3237	20.2754
O	9.0558	8.541	15.3439
O	-0.6986	6.8102	16.8502
O	6.1422	1.1434	20.1244
O	7.463	-1.0823	20.0397
O	3.0183	3.1812	16.0691
O	5.4705	-5.4519	16.9678
O	8.0948	2.0816	16.0501
O	10.3929	-0.2	15.2158
O	6.8225	10.2906	11.729
O	12.0812	4.9893	16.5121
O	1.2425	2.9538	18.2449
O	10.7949	2.2673	15.8349
O	6.6266	9.4706	14.29
O	3.2502	-6.2889	18.1766
O	7.5693	7.0571	16.8464
O	5.5648	3.2058	18.5089
O	5.5412	7.8134	18.3787
O	-1.8604	-1.994	18.0158
O	1.7536	2.2602	11.1279
O	10.1067	10.0078	20.2479
O	2.249	-2.673	11.8569
O	4.4766	8.4301	13.2125
O	9.3266	-0.5329	9.6813
O	7.6472	14.5607	13.9355
O	3.7871	1.6927	14.0024
O	10.1081	1.6262	11.2017
H	0.8172	6.2693	10.2597

Results
free energy: -129428.830 eV
free energy less fixed offsets of H -15.97, O -568.88, Si -635.61 eV per atom: -1.940 eV

Forces (eV/angstrom), in the order of the atoms: element, x, y, z
Si	0.0034	0.0006	-0.0067
Si	0.0018	0.0042	-0.0072
Si	0.0046	-0.0023	0.0005
Si	0.0012	0.006	-0.0003
Si	-0.002	-0.0004	-0.0061
Si	0.0045	-0.0008	-0.0022
Si	-0.0024	-0.0002	-0.0004
Si	0.0014	-0.0004	-0.0021
Si	0.0016	0	0.0014
Si	-0.0004	-0.0009	0.0013
Si	-0.0007	-0.0007	0.0001
Si	0.0003	0.0011	-0.001
Si	0	0.0016	0.0018
Si	0.0016	0.0002	-0.0003
Si	-0.0003	0.0008	0.0005
Si	0.0025	0.0011	0.0018
Si	-0.0009	-0.0007	0.0006
Si	-0.0004	-0.0018	0.0025
Si	-0.0003	0.0001	0.0027
Si	0.0001	0.0006	0.0005
Si	-0.0005	-0.0001	0.0041
Si	-0.0007	-0.0018	0.0013
Si	0	-0.0013	0.0007
Si	-0.0004	-0.001	0.0017
Si	-0.078	-0.3695	-0.5497
Si	-0.0633	-0.1309	0.4773
Si	0.0537	-0.1578	0.8406
Si	0.1802	-0.1964	-0.2923
Si	-0.0206	0.4794	0.4487
Si	0.2441	0.2365	-0.4241
Si	0.2408	-0.1553	-0.7307
Si	-0.0469	-0.0073	0.2022
Si	-0.082	0.0784	-0.0183
Si	-0.0017	-0.0496	0.0394
Si	-0.0838	0.106	0.0128
Si	0.0503	0.0039	0.037
Si	-0.0031	-0.0554	0.0397
Si	-0.0296	0.0531	-0.0373
Si	0.0999	0.0162	0.0502
Si	-0.0455	0.0469	-0.0069
Si	0.0484	-0.0515	0.0009
Si	-0.0056	0.0707	-0.0328
Si	0.0333	-0.1059	0.0002
Si	-0.0316	0.0097	-0.0265
Si	0.0138	0.0361	-0.0359
Si	0.0423	-0.0508	0.0062
Si	-0.0823	-0.0293	-0.0093
Si	0.0879	-0.0271	0
Si	0.0327	0.0234	0.0397
Si	-0.0464	0.0138	0.0217
Si	-0.0496	0.071	-0.0284
Si	0.0576	-0.0402	0.0242
Si	-0.0407	0.035	0.0271
Si	0.0224	-0.026	0.0449
Si	-0.0366	-0.032	0.0201
Si	-0.0532	0.1165	-0.0266
Si	-0.0229	0.1139	-0.0505
Si	0.2117	0.0696	0.0036
Si	-0.0723	-0.2088	0.0128
Si	-0.0465	-0.0552	-0.0344
Si	0.0623	-0.02	0.0253
Si	0.0396	0.094	-0.0066
Si	0.0038	-0.0092	-0.0316
Si	-0.0785	-0.2063	-0.0166
Si	-0.2091	0.0707	-0.3771
Si	0.0421	-0.1165	0.5001
Si	0.2178	-0.067	-0.9327
Si	-0.2671	0.1965	0.5309
Si	-0.2254	0.0412	0.1482
Si	0.2636	0.1654	-0.0975
Si	-0.0394	0.1406	0.3822
Si	-0.3454	-0.1447	-0.2665
Si	0.011	-0.0157	-0.0041
Si	-0.0045	0.0016	-0.0072
Si	-0.0023	-0.004	-0.0015
Si	-0.0007	0.0073	-0.004
Si	-0.0064	0.0014	-0.0012
Si	0.0013	0.0024	-0.0042
Si	-0.002	0	-0.0047
Si	-0.0021	-0.0009	-0.001
Si	-0.0046	0.0064	0.009
Si	0.0122	0.0024	0.0024
Si	-0.0092	0.0063	-0.0026
Si	-0.0071	-0.0028	0.005
Si	-0.0017	0.0047	0.0019
Si	-0.0019	-0.0028	0.0028
Si	-0.0023	-0.001	0.002
Si	0.0026	0.0062	-0.0029
Si	0.0205	-0.0213	0.026
Si	-0.0043	-0.0035	0.004
Si	-0.0344	0.0381	-0.0069
Si	0.0007	-0.002	0.0026
Si	0.0073	0.0061	0.0154
Si	0.0112	0.0009	0.0023
Si	0.0126	0.0064	0.0093
Si	-0.0125	0.0074	0.0215
O	-0.0043	0.001	-0.0007
O	0.0274	-0.0038	-0.0132
O	0.0056	0.0009	-0.0105
O	0.0106	-0.0075	-0.0158
O	0.0132	-0.0152	-0.026
O	0.0102	-0.0033	-0.0147
O	-0.0042	0.0054	-0.0057
O	-0.0076	-0.0066	-0.0038
O	-0.0003	-0.0044	0.0101
O	-0.0028	-0.0035	0.0134
O	0.0037	-0.0066	0.0032
O	-0.003	0.0012	0.0163
O	0.0012	0.0032	0.01
O	0.0022	0.0004	0.0076
O	-0.0089	0.0031	0.0078
O	0.0025	0.0015	0.0141
Si	0.0011	-0.0016	-0.004
Si	-0.0023	0.0019	-0.0017
Si	-0.0011	0.0028	0.0048
Si	0.0021	0.0037	-0.0016
Si	0	0.0033	-0.0065
Si	0.009	0.0092	0.0064
Si	-0.0005	-0.0012	-0.0039
Si	-0.0019	0.0038	-0.0036
Si	0.004	-0.0015	-0.0001
Si	0.0002	0.0048	-0.0015
Si	0.0005	0.0015	0.0029
Si	-0.0056	-0.0045	0.0046
Si	-0.007	-0.0018	-0.0056
Si	0.001	0.0013	-0.0018
Si	-0.001	0.0002	0.0002
Si	-0.0005	-0.0013	-0.0053
Si	-0.0002	-0.0001	-0.0006
Si	-0.0011	-0.001	-0.0065
Si	0.0014	0.0558	0.0184
Si	-0.0014	0.0022	-0.0036
Si	-0.0018	-0.0015	0.0088
Si	-0.01	-0.0024	-0.0135
Si	-0.0009	-0.0037	-0.0026
Si	0.0055	-0.0132	-0.004
Si	0.0046	0.0059	-0.0068
Si	0.0048	-0.0032	-0.0111
Si	-0.0026	-0.0009	0.0012
Si	0.0021	0.0005	0.0033
Si	0.0015	-0.0006	-0.006
Si	0.0037	-0.0001	0.0022
Si	0.0051	0.0184	-0.0078
Si	-0.0001	0.0019	0.0041
Si	-0.0011	-0.0573	0.0084
Si	0.0007	0.0012	-0.0022
Si	0	-0.0023	0.002
Si	0.0012	-0.0004	0.0024
O	-0.0005	-0.0023	-0.001
O	0.0005	-0.001	0.0021
O	-0.0017	-0.0015	0.0015
O	0.0018	-0.0019	0.0022
O	-0.0002	-0.0068	-0.0056
O	0.0029	0.0046	-0.0008
O	-0.0025	-0.0014	0.0017
O	-0.0003	0.0014	-0.0021
O	0.001	0.0007	0.0011
O	0.0062	0.003	-0.0005
O	0.0033	0.0058	0.0025
O	0.0001	-0.0011	-0.0001
O	0.0037	0.0022	0.0008
O	0.0084	-0.0035	0.0017
O	0.0003	-0.0018	0.0023
O	0.0034	0.008	0.0003
O	0.0001	0.0025	0.0022
O	-0.0024	0.0012	0.0006
O	0.0522	0.0429	-0.034
O	0.0017	-0.0057	0.0024
O	0.0006	-0.0129	0.0235
O	-0.0007	0.0012	0
O	-0.0015	0.0016	0.0038
O	0.0008	-0.0001	0.0028
O	0.0028	-0.0001	0.001
O	-0.0023	-0.0053	-0.0061
O	0.0037	-0.0017	-0.0024
O	0.0022	0.0007	0.0057
O	0.0057	-0.0003	0.0012
O	0.0007	0.0015	0.0007
O	-0.0056	0.0033	-0.0088
O	-0.0003	0.0001	-0.0014
O	0.0041	0.0013	0.0072
O	0.0006	0.0004	0.0035
O	-0.0066	-0.0021	0.0044
O	-0.0024	-0.0012	0.0033
O	-0.0041	-0.0014	-0.0061
O	0.0007	-0.0005	0.0011
O	-0.0036	-0.0031	0.0082
O	0.003	0.0018	0.0002
O	0.0019	-0.0004	0.0016
O	0.0007	0.0016	0.001
O	0.0004	-0.002	-0.001
O	0.0023	0.0007	-0.0044
O	-0.0016	-0.0001	0.0014
O	-0.0016	0.003	0.0089
O	-0.0021	0.0013	-0.0038
O	0.0026	0.0008	0.0002
O	-0.0001	0.0006	-0.0001
O	-0.0004	0.0021	0.0008
O	0.0007	0.0005	0.0033
O	-0.0061	-0.0003	-0.0001
O	0.0018	0	0.0004
O	0.0025	-0.0011	-0.0006
O	0.0011	0.0008	0.0013
O	0.0018	0.0008	0.0014
O	0.0068	-0.0244	0.0064
O	0.0015	0.0016	0.0003
O	0.0029	0.0005	-0.0004
O	0.0003	-0.001	0.004
O	-0.0019	-0.0036	0.0011
O	-0.0003	0.0044	-0.0016
O	0.0028	-0.0042	0.0025
O	-0.0167	-0.0112	-0.0107
H	-0.0683	-0.0189	0.0438

The program warned: the cutoff lies below the one the program advises for these potential files; the forces do not sum to zero within the program's tolerance; the exchange-correlation potential is rough where the density is thin.
